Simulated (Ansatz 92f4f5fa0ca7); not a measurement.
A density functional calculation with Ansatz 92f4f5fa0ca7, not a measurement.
Periodic cell of 237 atoms, Si147O90, from a study of silicon, its oxide and their interface. The atomic structure is a simulated model.
Doubt: the cutoff is far below the 930 eV that the study's wrapper takes by default for these files, so forces and energies are approximate.

Settings: functional PBE; potential files Ansatz PAW; basis plane waves; wave-function cutoff 580 eV; density cutoff ratio 5; exchange-correlation grid ratio 1; k mesh 1 x 1 x 1, Gamma-centred; self-consistency stop 5e-08 eV per atom in the density residual; occupations fixed; spin none; net charge 0.

Cell vectors (angstrom)
a  11.6015  0  0
b  0  10.938  0
c  0  0  33.1514

Atoms and the computed forces on them: element, x, y, z (angstrom), force x, y, z (eV/angstrom)
Si  0.053  0.1168  24.4204  -0.1122  -0.4395  -0.1232
Si  4.0621  0.06  24.3137  0.1723  -0.2841  -0.335
Si  7.6704  -0.2359  24.4421  -0.254  -0.2772  -0.1934
Si  2.0548  1.3362  24.1959  -0.1141  0.4391  -0.4759
Si  5.998  1.3814  24.5888  0.0748  0.341  -0.1105
Si  9.5478  1.21  24.3992  -0.0102  0.3421  -0.2713
Si  0.2282  5.1925  24.3191  0.2287  -0.234  -0.3096
Si  4.0059  5.5049  24.3669  0.2407  -0.1303  -0.4171
Si  7.9351  5.5344  24.4653  0.0611  -0.2528  -0.1894
Si  1.9712  6.7613  24.4679  -0.1878  0.2061  -0.227
Si  5.9413  6.7498  24.6804  -0.112  0.3066  -0.0288
Si  9.9998  6.6997  24.3611  -0.0267  0.1427  -0.2965
Si  2.0505  2.6041  26.2446  -0.0138  0.1914  0.2708
Si  5.9041  2.7849  26.4441  -0.0505  0.1883  0.0025
Si  9.695  2.6038  26.3507  -0.0652  0.144  0.1575
Si  0.0785  3.9266  26.2854  0.0333  -0.2213  0.1115
Si  3.9186  4.078  26.2814  -0.1244  -0.1315  0.1469
Si  7.8715  4.1399  26.4012  -0.0196  -0.2186  0.0965
Si  2.0068  8.2062  26.357  0.0161  0.2346  0.1343
Si  5.8427  8.1752  26.515  0.1059  0.2347  0.0066
Si  9.8289  8.1048  26.3166  0.0011  0.1776  0.1603
Si  0.0729  9.6375  26.3694  -0.0096  -0.236  0.0581
Si  3.938  9.6268  26.3074  0.0087  -0.2109  0.1671
Si  7.8403  9.423  26.3833  -0.0753  -0.1683  0.1149
Si  0.0463  0.0012  28.3402  0.0469  0.0881  -0.0959
Si  3.9112  -0.0105  28.3011  -0.0596  0.0842  -0.0397
Si  7.7858  -0.0425  28.2827  0.0627  0.0632  -0.0075
Si  1.9864  1.3674  28.2935  0.0325  -0.1568  -0.1108
Si  5.8533  1.3528  28.3264  -0.0022  -0.0343  -0.0259
Si  9.7011  1.3425  28.339  0.0047  -0.1074  -0.0489
Si  0.0552  5.3987  28.241  -0.0256  0.0349  -0.0093
Si  3.879  5.426  28.2773  -0.0044  0.126  -0.0674
Si  7.7935  5.4793  28.3436  0.0442  0.1086  -0.1209
Si  1.9655  6.8312  28.3033  0.0126  -0.0753  -0.0636
Si  5.8158  6.7884  28.3906  -0.0234  -0.1292  -0.1418
Si  9.7482  6.8175  28.3096  0.0213  -0.0886  -0.0393
Si  1.9336  2.7345  30.2522  0.057  0.0165  -0.1278
Si  5.8008  2.7345  30.2522  0.0784  -0.0674  0.0233
Si  9.6679  2.7345  30.2522  -0.0039  0.02  0.0231
Si  0  4.1018  30.2522  0.106  -0.0745  -0.2589
Si  3.8672  4.1018  30.2522  -0.0773  -0.0937  -0.1804
Si  7.7343  4.1018  30.2522  0.0829  -0.064  0.0823
Si  1.9336  8.2035  30.2522  -0.0295  -0.0489  -0.0518
Si  5.8008  8.2035  30.2522  -0.0221  -0.0134  0.3343
Si  9.6679  8.2035  30.2522  0.1571  -0.0338  -0.1053
Si  0  9.5708  30.2522  0.0524  -0.0744  0.1207
Si  3.8672  9.5708  30.2522  0.0809  -0.032  -0.1595
Si  7.7343  9.5708  30.2522  0.0004  -0.0855  -0.1727
Si  0  0  32.1857  0.001  0.0642  0.0373
Si  3.8672  0  32.1857  -0.0239  0.01  -0.0216
Si  7.7343  0  32.1857  0.014  0.0572  0.0077
Si  1.9336  1.3673  32.1857  -0.0137  -0.1013  -0.0546
Si  5.8008  1.3673  32.1857  -0.0089  -0.0037  -0.0139
Si  9.6679  1.3673  32.1857  0.019  -0.0611  0.0014
Si  0  5.469  32.1857  -0.0088  0.1274  -0.0098
Si  3.8672  5.469  32.1857  0.0312  0.0602  -0.0269
Si  7.7343  5.469  32.1857  -0.0131  0.0179  0.0087
Si  1.9336  6.8362  32.1857  0.0117  -0.1153  0.0153
Si  5.8008  6.8362  32.1857  0.0026  0.0162  0.0328
Si  9.6679  6.8362  32.1857  -0.0096  -0.0781  0.0027
Si  1.9336  2.7345  0.9679  -0.0272  0.0938  -0.017
Si  5.8008  2.7345  0.9679  -0.0119  0.0539  0.0533
Si  9.6679  2.7345  0.9679  -0.0518  0.0689  0.0315
Si  0  4.1018  0.9679  -0.0636  0.0152  0.0999
Si  3.8672  4.1018  0.9679  -0.1239  0.0345  -0.0968
Si  7.7343  4.1018  0.9679  0.0484  0.0056  -0.0583
Si  1.9336  8.2035  0.9679  -0.1599  0.1039  0.307
Si  5.8008  8.2035  0.9679  -0.032  0.0691  0.0161
Si  9.6679  8.2035  0.9679  0.041  0.0935  0.0567
Si  0  9.5708  0.9679  -0.0601  0.0169  0.0122
Si  3.8672  9.5708  0.9679  0.013  -0.0074  -0.2061
Si  7.7343  9.5708  0.9679  -0.0521  -0.0064  -0.0171
Si  -0.0413  0.0069  2.9079  -0.0174  0.1327  0.1079
Si  3.8291  0.0146  2.8649  -0.0071  0.1236  0.0396
Si  7.6951  0.0127  2.8917  0.0485  0.0954  0.043
Si  1.8939  1.3732  2.8943  -0.0593  -0.0962  0.0292
Si  5.765  1.3947  2.9127  -0.0063  -0.0587  0.0539
Si  9.6255  1.3906  2.9146  0.0115  -0.1192  0.0808
Si  -0.0539  5.466  2.9258  0.007  0.0678  0.0542
Si  3.7898  5.5243  2.8577  -0.0206  0.118  0.1983
Si  7.7166  5.4979  2.8742  -0.0131  0.1084  0.0845
Si  1.8495  6.888  2.9692  -0.0582  -0.0984  0.0721
Si  5.7674  6.8362  2.8923  0.0204  -0.0809  0.1405
Si  9.6388  6.8824  2.9314  -0.0234  -0.0537  0.0457
Si  1.8544  2.6914  4.8606  0.0452  0.2549  -0.1089
Si  5.7078  2.8849  4.7808  0.0435  0.2365  -0.1177
Si  9.5467  2.7171  4.8976  -0.0059  0.2867  -0.1976
Si  -0.079  4.0873  4.8809  -0.072  -0.2897  -0.1831
Si  3.7395  4.1858  4.7882  0.0386  -0.224  -0.1152
Si  7.6785  4.2224  4.8496  0.04  -0.2305  -0.1101
Si  1.8053  8.2512  4.9879  0.048  0.1988  -0.1817
Si  5.7472  8.1852  4.8465  -0.013  0.2374  -0.0846
Si  9.6179  8.2507  4.9053  0.0458  0.2427  -0.0995
Si  -0.0952  9.7169  4.9413  -0.0166  -0.2191  -0.1783
Si  3.79  9.5068  4.7128  -0.0337  -0.1723  -0.0218
Si  7.6384  9.6522  4.865  0.0931  -0.2781  -0.0991
Si  -0.1991  0.169  6.9218  0.0243  -0.5496  0.2741
Si  3.7997  -0.0501  6.5525  0.0369  -0.4151  0.0377
Si  7.3892  0.1472  6.7705  -0.1254  -0.3083  0.2719
Si  1.8854  1.2756  6.7902  0.0354  0.2829  0.2093
Si  5.4905  1.5387  6.6484  -0.1734  0.3427  0.2092
Si  9.3965  1.4357  6.9097  -0.0573  0.4706  0.2584
Si  0.0292  5.4088  6.835  0.044  -0.2663  0.3445
Si  3.7742  5.537  6.7324  0.0728  -0.3537  0.2116
Si  7.6921  5.6516  6.7682  0.066  -0.2133  0.1436
Si  1.8686  6.8473  6.9434  -0.0023  0.2189  0.5721
Si  5.6976  6.87  6.837  0.0607  0.2911  0.2089
Si  9.7031  6.8822  6.8687  -0.0543  0.4455  0.2893
O  5.5992  7.73  8.2911  -0.0208  -0.2444  -0.415
O  7.6432  4.6718  8.1203  -0.0058  0.066  -0.2112
O  11.4025  10.0467  8.2251  0.0885  0.3216  -0.3811
O  9.2928  2.5724  8.1475  0.074  -0.292  -0.2426
O  6.8994  9.9989  7.957  0.2117  0.1081  -0.1901
O  9.6841  7.9761  8.1629  -0.0346  -0.3534  -0.413
O  0.721  5.6914  10.3552  -0.0295  -0.0952  -0.1642
O  5.0002  2.3257  8.0708  0.191  -0.039  -0.1086
O  0.3436  4.319  8.1195  0.1185  0.0582  -0.4726
O  4.1558  9.9569  7.9097  -0.0219  0.035  -0.1415
O  3.6499  4.5748  8.0887  -0.0806  0.1164  -0.1499
O  2.3024  2.1914  8.1262  -0.2859  -0.0987  -0.2796
O  1.5211  7.7506  23.17  0.1125  -0.1338  0.2357
O  6.4484  2.3109  23.2569  -0.0848  -0.0445  0.1664
O  0.0481  10.0092  23.1328  -0.0086  0.1448  0.1415
O  2.0156  2.2515  22.7688  0.0782  -0.4104  0.5636
O  4.3245  4.8195  22.8592  -0.074  0.0489  0.585
O  4.4714  10.0008  23.0084  -0.22  0.2686  0.3842
O  9.1831  2.2568  23.1242  0.2619  -0.1931  0.337
O  5.7925  7.6667  23.3168  0.0552  0.1071  -0.0016
O  10.376  7.6651  23.0193  -0.167  -0.147  0.308
O  7.8412  4.5951  23.0874  0.0129  0.1603  0.2633
O  7.1802  9.9111  23.0004  0.2307  0.1758  0.353
O  0.5156  4.4276  22.816  -0.2009  0.2661  0.5035
Si  1.1734  7.2257  10.0439  0.0729  -0.0486  0.3709
Si  8.7345  3.8438  8.9896  -0.1602  -0.1159  0.4458
Si  1.366  3.4269  21.8223  -0.016  0.081  -0.4238
Si  4.1142  4.7984  21.2408  0.1447  0.1392  -0.5189
Si  10.0584  0.9618  17.1263  -0.0185  -0.0493  0.0745
Si  4.3181  6.6462  13.6673  0.017  -0.0418  0.0126
Si  10.3335  2.957  14.7576  0.0313  -0.0522  0.0064
Si  3.6052  3.0379  8.6111  0.2102  -0.006  0.4099
Si  -6.4712  7.5754  19.964  -0.1191  -0.0909  -0.3973
Si  7.8781  4.6038  14.3159  -0.1849  -0.1077  -0.0377
Si  8.9138  0.1601  10.9101  -0.1399  0.0433  0.3975
Si  0.1482  8.4733  22.6306  0.1111  -0.117  -0.375
Si  7.4628  10.4409  16.4606  -0.1119  0.0801  -0.06
Si  2.8023  12.2788  17.6359  0.0409  -0.0656  0.0443
Si  1.8222  8.0984  12.8707  0.0758  0.1242  0.0828
Si  11.5198  4.4456  9.7021  0.0476  0.0379  0.4141
Si  -2.7393  7.7741  16.6685  -0.0339  0.0003  0.0363
Si  5.9894  10.921  11.0151  0.0283  0.1588  0.318
Si  3.6618  -0.9879  19.0979  0.067  -0.1091  -0.0657
Si  5.7908  9.1153  22.5964  0.0349  -0.2085  -0.4077
Si  11.1306  -2.6319  14.6443  0.09  0.0192  -0.0927
Si  17.132  1.0354  18.3255  -0.0357  -0.0332  0.1133
Si  5.3593  4.9449  15.8482  0.0419  0.0093  0.0398
Si  11.0027  2.0651  11.6848  -0.0336  -0.2181  0.2606
Si  7.2082  4.373  11.4358  -0.2791  0.1329  0.327
Si  11.4047  9.1065  17.3275  0.1063  0.0734  0.0371
Si  4.6443  13.7276  11.2885  0.2457  -0.0667  0.267
Si  3.6101  3.7731  13.8464  0.1026  -0.0413  -0.0547
Si  7.1358  6.9967  12.7218  -0.1315  -0.0766  -0.0087
Si  12.1259  10.7316  13.3158  0.0976  0.0431  -0.0781
Si  12.9961  -8.6495  15.0106  0.1454  -0.0026  -0.0039
Si  5.5266  9.3346  8.564  -0.1117  0.2  0.4016
Si  6.707  3.3914  19.8915  -0.0656  0.0941  -0.257
Si  7.5765  10.0555  13.2755  -0.12  0.1041  0.0115
Si  0.259  1.6971  19.4721  0.1929  -0.1955  -0.2618
Si  10.5033  9.0187  9.114  -0.0232  -0.0336  0.3945
Si  7.8079  3.0202  22.6703  -0.1978  -0.0634  -0.3614
Si  6.9298  5.858  18.1684  -0.0859  -0.0393  0.1549
Si  12.5263  9.6855  20.0216  0.2477  0.2088  -0.243
O  5.6668  8.6894  21.0267  0.1136  0.1929  0.3946
O  12.4261  8.9682  18.5606  -0.0318  0.0183  0.0677
O  9.676  -3.213  15.198  0.034  -0.023  -0.0043
O  -2.793  10.8132  12.5212  0.0213  -0.015  -0.1352
O  7.6076  8.8275  16.6827  0.039  -0.0408  0.0166
O  11.7258  11.1146  20.0877  -0.0757  -0.0128  0.0647
O  8.1546  6.3746  17.1863  0.1089  0.0975  -0.0759
O  13.3467  -1.2054  12.9214  -0.0529  -0.0889  -0.0027
O  3.6649  5.24  13.1345  -0.0123  0.0042  -0.008
O  7.7926  8.4725  12.8768  0.045  -0.0795  -0.0269
O  12.4881  0.8522  14.4777  -0.0313  -0.0082  0.0196
O  10.9216  -1.1574  13.9244  -0.0521  -0.0393  -0.0074
O  5.5089  7.172  12.6933  0.0166  -0.03  0.0118
O  13.7178  3.1739  13.8657  -0.0842  0.013  0.022
O  13.7069  7.6169  11.3331  -0.0808  -0.0022  -0.1299
O  1.8737  7.3944  8.5727  0.1244  -0.0781  -0.6307
O  6.7593  4.2083  15.4196  -0.0233  0.0151  -0.0616
O  2.5236  9.9736  20.2846  -0.0893  -0.0065  0.0852
O  7.7409  2.9699  21.0586  0.1429  -0.0521  0.2558
O  7.5869  3.7949  12.9254  0.0301  0.0273  -0.0795
O  4.1549  8.4001  18.915  0.0565  -0.0086  0.1126
O  9.4901  9.8331  10.0855  0.0617  -0.0696  -0.296
O  5.6535  4.0584  11.0921  0.0617  -0.0448  -0.0756
O  6.1571  10.5108  12.5907  0.0194  0.0034  -0.1043
O  11.7421  14.1221  10.746  0.0176  0.1929  -0.2758
O  10.5065  13.58  13.1483  0.0393  -0.0145  -0.101
O  12.0706  8.455  15.9851  -0.098  -0.0126  0.0264
O  2.3879  12.8299  16.1968  -0.0544  0.0475  -0.1166
O  9.3496  4.2397  14.8818  0.0417  0.0344  0.039
O  9.7959  1.5042  10.7512  0.0457  0.0475  -0.1428
O  7.4949  6.0114  11.4305  0.0382  0.0085  0.0252
O  5.5623  5.3217  17.412  -0.0084  -0.0049  -0.0999
O  4.2899  -4.6218  20.6079  -0.0592  -0.0609  0.2178
O  7.6997  6.1917  14.0263  0.0802  0.0483  0.0466
O  7.5529  10.5583  14.8241  0.0028  -0.052  0.0131
O  -0.1201  8.2073  10.126  -0.1067  0.0338  -0.132
O  5.2495  3.8606  20.5005  -0.1079  -0.0166  0.1812
O  11.8718  11.6411  11.9791  -0.0384  0.0591  -0.0247
O  2.5939  4.1979  21.0081  -0.1625  -0.0255  0.2434
O  0.438  7.4571  13.5509  -0.0431  0.0164  -0.0304
O  -2.9937  11.1956  17.3524  0.0654  0.0175  0.0221
O  0.2809  8.5896  21.0173  -0.0996  -0.1075  0.2806
O  0.333  2.7998  20.6836  0.024  0.0884  0.3219
O  4.1869  3.8985  15.3812  0.0498  0.0607  -0.0103
O  2.9912  10.6367  17.7416  0.0216  -0.0066  0.0384
O  9.9341  4.8045  9.5479  -0.0194  0.1422  -0.1367
O  11.7745  3.2776  15.4533  -0.0246  -0.0076  0.0147
O  -4.1866  11.3936  10.3797  0.06  0.0048  -0.189
O  5.0055  6.3718  15.1253  -0.0052  -0.0005  -0.004
O  3.1279  7.7276  13.7695  -0.0667  0.021  -0.0177
O  7.4417  4.5881  19.0482  0.0155  -0.0789  0.0648
O  4.958  10.9084  19.4489  -0.0422  0.038  -0.0211
O  10.0178  8.307  17.7074  -0.0829  -0.0376  -0.0156
O  3.439  3.107  10.2461  -0.0951  0.0519  -0.4182
O  6.0835  0.1637  17.0429  0.133  -0.0624  -0.0765
O  5.4418  9.6399  10.1741  -0.0339  -0.1931  -0.3667
O  9.7924  1.7323  15.7002  0.0198  0.0422  -0.0047
O  4.3976  2.714  12.8975  -0.0372  0.0349  -0.0663
O  10.6094  1.8917  18.3901  -0.0355  0.0008  -0.021
O  6.4545  7.0545  19.163  -0.0094  0.0355  0.0632
O  11.154  -0.2457  17.0003  -0.0565  0.0186  -0.0311
O  6.6116  2.0575  18.9516  0.0612  0.0749  0.0765
O  1.6971  1.837  18.7088  -0.1512  0.07  0.1194
O  8.002  3.4563  10.38  0.0619  -0.0428  -0.2633
O  5.0451  12.2112  10.8847  -0.038  0.0092  -0.0929
O  4.2732  1.9899  17.9019  -0.0307  -0.0051  -0.049

Results
free energy: -144629.066 eV
free energy less fixed offsets of O -568.88, Si -635.61 eV per atom: 4.804 eV

The program warned: the cutoff lies below the one the program advises for these potential files; the exchange-correlation potential is rough where the density is thin.
